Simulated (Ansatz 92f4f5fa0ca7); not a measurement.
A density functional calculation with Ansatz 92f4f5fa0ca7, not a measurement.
Periodic cell of 225 atoms, Si132O91B2, from a study of silicon, its oxide and their interface. The atomic structure is a simulated model.
Doubt: the cutoff is far below the 930 eV that the study's wrapper takes by default for these files, so forces and energies are approximate.
This geometry differs little from another in the collection (a relaxation step or a small displacement).

Settings
functional: PBE
potential files: Ansatz PAW
basis: plane waves
wave-function cutoff: 580 eV
density cutoff ratio: 5
exchange-correlation grid ratio: 1
k mesh: 1 x 1 x 1, Gamma-centred
self-consistency stop: 5e-08 eV per atom in the density residual
occupations: fixed
spin: none
net charge: 0

Cell vectors (angstrom)
a  10.938  0  0
b  0  10.938  0
c  0  0  31.9494

Atoms: element, x, y, z (angstrom)
Si  10.6389  -0.0064  24.417
Si  5.0848  0.1184  24.6525
Si  2.8325  2.2888  24.5392
Si  8.5812  2.4257  24.572
Si  10.7179  5.5798  24.3275
Si  5.1689  5.6045  24.4505
Si  2.9998  7.9424  24.4119
Si  8.4271  7.822  24.4197
Si  1.3005  1.1275  25.843
Si  6.8197  1.3205  25.7402
Si  3.994  4.0077  25.7372
Si  9.696  4.0214  25.8511
Si  1.3439  6.7867  25.6694
Si  6.8126  6.7156  25.7533
Si  4.0116  9.4644  25.9518
Si  9.4891  9.4374  25.7997
Si  2.6455  -0.136  27.287
Si  8.1434  -0.0716  27.1467
Si  0.0827  2.6545  27.2093
Si  5.4576  2.7163  27.1159
Si  2.6711  5.4129  27.1134
Si  8.1974  5.3645  27.1384
Si  0.0133  8.1474  27.1292
Si  5.5179  8.1396  27.1795
Si  4.0851  1.3285  28.5022
Si  9.5404  1.3291  28.5023
Si  1.3847  4.0674  28.5666
Si  6.8111  4.0599  28.5298
Si  4.0838  6.7839  28.4902
Si  9.5564  6.7842  28.4876
Si  1.2943  9.4831  28.6172
Si  6.825  9.5341  28.5649
Si  -0.0318  0.0007  29.9126
Si  5.4618  -0.0032  29.8979
Si  2.7628  2.715  29.9054
Si  8.1997  2.7191  29.8891
Si  -0.0044  5.4583  29.8925
Si  5.4617  5.4578  29.8892
Si  2.7489  8.1664  29.9059
Si  8.2247  8.1791  29.8914
Si  1.3673  1.3673  31.2657
Si  6.8362  1.3673  31.2657
Si  4.1018  4.1018  31.2657
Si  9.5708  4.1018  31.2657
Si  1.3673  6.8362  31.2657
Si  6.8362  6.8362  31.2657
Si  4.1018  9.5708  31.2657
Si  9.5708  9.5708  31.2657
Si  2.7345  0  0.6835
Si  8.2035  0  0.6835
Si  0  2.7345  0.6835
Si  5.469  2.7345  0.6835
Si  2.7345  5.469  0.6835
Si  8.2035  5.469  0.6835
Si  0  8.2035  0.6835
Si  5.469  8.2035  0.6835
Si  4.0662  1.4063  2.0611
Si  9.5667  1.3767  2.0373
Si  1.3287  4.157  2.0574
Si  6.8039  4.1526  2.0479
Si  4.0766  6.8594  2.0451
Si  9.5487  6.862  2.0544
Si  1.341  9.6173  2.0568
Si  6.7765  9.644  2.0406
Si  -0.0109  0.0651  3.4541
Si  5.4105  0.0548  3.4595
Si  2.6957  2.8089  3.4127
Si  8.2145  2.7948  3.3488
Si  0.0041  5.5514  3.4637
Si  5.4433  5.5369  3.4416
Si  2.721  8.2544  3.395
Si  8.1651  8.2921  3.3474
Si  1.3515  1.4806  4.8301
Si  6.8126  1.516  4.7118
Si  4.0164  4.2029  4.7969
Si  9.5581  4.131  4.756
Si  1.3308  7.02  4.8398
Si  6.7913  7.0129  4.7414
Si  4.0161  9.6021  4.8329
Si  9.5136  9.6117  4.7588
Si  2.5784  -0.0284  6.2084
Si  8.1734  0.135  6.0354
Si  -0.0008  2.875  6.2533
Si  5.4286  2.8404  6.1095
Si  2.7308  5.6773  6.1889
Si  8.2127  5.6271  5.9618
Si  -0.0194  8.4099  6.2792
Si  5.4524  8.3267  6.2542
Si  4.3059  1.1445  7.3475
Si  9.707  1.2293  7.4517
Si  1.1642  4.5525  7.5156
Si  6.6012  4.5643  7.272
Si  4.3029  6.7691  7.6539
Si  9.7222  6.6772  7.4665
B  0.7904  10.1746  7.0407
Si  6.6685  9.9767  7.4518
O  9.5964  1.232  23.9819
O  4.1162  6.7932  23.944
O  4.0205  1.2375  24.0283
O  9.5468  6.695  23.8911
O  -0.0362  5.6121  7.9952
O  5.4874  0.117  7.9227
O  -0.0227  0.0677  7.749
O  5.5104  5.6454  7.9317
O  7.6121  4.0131  8.4429
O  8.7311  7.0994  8.7349
O  8.8996  1.6965  8.8396
O  7.5586  9.4951  8.7695
O  3.5531  1.8249  8.6298
O  3.5767  7.2853  9.0892
O  2.0534  4.0392  8.8291
O  8.1548  3.4797  23.3687
O  0.4622  4.9248  22.9422
O  1.9095  2.7369  23.2537
O  5.8421  4.8943  23.1171
O  5.5255  9.9922  23.4777
O  2.4598  8.6791  23.0276
O  0.2059  10.0595  23.0822
O  7.7899  8.5622  23.0793
Si  8.7137  7.6673  18.4356
Si  8.9411  6.3277  13.5989
Si  3.8869  1.5165  14.7384
Si  2.2088  5.721  17.644
Si  2.4607  3.1102  19.4977
Si  9.9963  8.9967  12.0103
Si  1.3502  9.4067  22.0806
Si  9.2987  0.9347  13.1874
Si  1.522  5.0316  13.0045
Si  1.9853  8.2018  12.7115
Si  6.6687  9.5491  22.4215
Si  4.6134  4.5615  15.7499
Si  8.2452  3.0333  9.5528
Si  0.8898  8.2213  19.2634
Si  6.9858  1.3343  21.091
Si  8.2966  8.3572  9.6821
Si  10.9907  5.1612  15.5986
Si  7.6493  9.4695  16.3047
Si  9.9661  2.0367  20.2924
B  3.7322  8.0225  10.2684
Si  6.7795  3.3057  17.441
Si  1.2004  0.1848  19.8004
Si  3.3027  2.7939  12.3055
Si  7.272  5.3727  19.6954
Si  5.9376  8.587  11.6473
Si  5.923  6.0075  13.2547
Si  4.7038  9.6728  17.5923
Si  1.0399  3.585  22.1742
Si  4.9454  1.4437  18.8012
Si  3.1812  3.1038  9.5395
Si  6.5525  10.8139  13.7851
Si  10.4437  0.0861  15.9672
Si  5.7053  3.6355  11.1462
Si  9.9504  3.8579  11.8683
Si  2.4368  9.8775  15.4922
Si  6.1293  8.1018  19.7868
Si  6.9579  3.9658  22.38
Si  9.8387  2.7384  17.3631
O  7.3571  6.3294  13.9708
O  1.9401  7.0345  18.6875
O  10.3861  3.9754  16.4951
O  6.2414  9.9334  17.0318
O  10.2452  0.7319  14.4882
O  8.4982  6.0879  18.8595
O  5.2827  0.6952  14.4266
O  5.802  2.0134  17.5448
O  8.3775  1.9184  20.5252
O  2.0492  4.2725  18.4125
O  7.0098  2.7946  10.615
O  4.9338  2.657  12.1966
O  6.1115  4.3587  16.3911
O  4.5748  3.9156  9.9557
O  10.7103  2.7557  21.5559
O  9.8442  6.1311  14.9543
O  6.0584  6.4649  19.8311
O  4.142  0.135  18.2491
O  9.4367  10.4997  12.3127
O  2.9653  4.3454  12.7188
O  1.9397  10.6833  21.2112
O  4.0374  2.6839  19.3752
O  0.8216  10.0046  15.9126
O  1.3169  9.7799  18.8317
O  1.756  1.6345  19.2707
O  9.033  10.3449  16.4754
O  4.9369  8.5517  18.7619
O  9.6849  8.8132  10.4137
O  6.8229  4.043  18.8894
O  2.92  1.7046  13.4228
O  5.8683  8.7668  21.2418
O  2.5509  2.4616  10.9055
O  7.658  4.8525  21.1941
O  5.3715  7.4458  12.6831
O  0.6514  9.0137  12.2791
O  7.6991  1.0258  13.5384
O  7.1982  9.6153  14.73
O  9.0998  4.9907  12.6714
O  8.155  8.0041  16.9038
O  6.2484  2.5691  21.8836
O  2.5651  9.0416  14.0406
O  0.5343  4.4525  11.8364
O  0.8442  8.2989  20.934
O  9.4598  3.7921  10.3206
O  9.774  2.3424  12.4903
O  7.677  8.537  19.3841
O  2.8071  8.0288  11.2932
O  4.059  3.0247  15.4063
O  0.939  4.4698  14.419
O  10.1157  2.9796  18.9558
O  9.3652  7.7559  12.9002
O  10.5482  0.5156  20.0737
O  6.096  5.0049  11.953
O  8.2355  2.7127  17.0224
O  3.6149  5.4491  16.7541
O  4.867  8.7842  10.4263
O  1.6463  6.6518  13.1331
O  4.8891  5.4382  14.3877
O  2.0797  3.8198  20.9256
O  10.6314  1.3582  16.978
O  1.03  6.0316  16.5584
O  7.3736  10.9448  21.9496
O  5.9542  0.8674  19.9366
O  6.1463  10.021  12.4042
O  2.9497  0.4954  15.5828
O  7.277  7.9867  10.9138
O  10.2994  7.9823  18.679
O  3.5282  9.1489  16.5362

Results
free energy: -135978.543 eV
free energy less fixed offsets of B -154.04, O -568.88, Si -635.61 eV per atom: -1.863 eV

Forces (eV/angstrom), in the order of the atoms: element, x, y, z
Si  0.004  -0.0023  -0.0041
Si  0.0033  -0.004  -0.0061
Si  0.0027  -0.0005  -0.005
Si  -0.0008  0.0034  0.0012
Si  0.0054  -0.002  -0.0037
Si  0.0078  0.0005  -0.002
Si  0.0005  0.0027  -0.0006
Si  -0.0002  -0.0004  -0.0054
Si  -0.0025  0.0005  -0.0053
Si  0.0008  -0.0013  -0.0008
Si  -0.0008  -0.0006  0.002
Si  -0.002  -0.0022  -0.0028
Si  0.0022  -0.002  0.0002
Si  0.0016  -0.0011  -0.0006
Si  0.0057  -0.0034  -0.0062
Si  0.0017  -0.0006  0.0014
Si  0.0067  0.0036  -0.0055
Si  0.0089  0.0027  -0.0001
Si  -0.0011  -0.0041  -0.0032
Si  -0.0001  -0.0051  0.0044
Si  0.0065  0.0047  0.0043
Si  0.006  0.0022  0.0011
Si  0.0022  -0.0035  0.0028
Si  -0.0009  -0.0057  -0.0012
Si  0.009  0.0096  -0.0061
Si  -0.0039  -0.0084  -0.0062
Si  0.0198  -0.003  0.0121
Si  -0.0013  -0.0036  0.0024
Si  -0.0024  -0.0143  -0.0106
Si  0.0052  -0.0027  -0.014
Si  -0.0163  -0.0153  0.0369
Si  0.0042  -0.0024  0.0114
Si  0.0012  -0.0165  -0.0043
Si  0.0045  -0.0092  -0.0024
Si  -0.0043  0.015  -0.0034
Si  -0.0071  -0.0024  -0.0024
Si  -0.0032  -0.0094  -0.0013
Si  -0.0029  -0.0038  0.0001
Si  -0.013  0.0057  -0.0067
Si  -0.0052  0.0095  0.0005
Si  0.0782  -0.0153  -0.0773
Si  0.0708  -0.0332  -0.0306
Si  0.0954  -0.1013  0.06
Si  -0.0642  -0.1297  -0.0872
Si  0.0454  -0.1768  0.0257
Si  0.0735  -0.0366  -0.125
Si  -0.0191  -0.0953  -0.0398
Si  -0.1347  -0.1567  0.1157
Si  -0.1209  0.1151  0.0232
Si  -0.1664  0.0745  -0.0806
Si  -0.0058  0.1725  0.022
Si  -0.0567  0.1336  0.11
Si  -0.1253  0.0056  -0.0282
Si  -0.0802  0.0993  -0.0262
Si  -0.0235  0.1711  0.095
Si  -0.0767  0.155  0.0143
Si  -0.0041  0.0007  0.0011
Si  -0.0199  0.0141  0.0013
Si  0.0136  0.0005  -0.0175
Si  0.0121  -0.0034  0.0068
Si  0.0014  -0.0089  0.0049
Si  -0.0092  0.0008  -0.0001
Si  0.0227  -0.0039  0.0176
Si  0.0097  0.0079  -0.0108
Si  0.0207  -0.0117  0.0158
Si  -0.0058  0.0031  0.0211
Si  0.0129  -0.0131  -0.0009
Si  0.0097  0.0034  -0.0293
Si  -0.0004  0.0146  0.0283
Si  -0.0004  0.0041  -0.002
Si  -0.0208  0.0236  0.0153
Si  0.0273  -0.0024  -0.0041
Si  -0.0257  0.0001  0.0017
Si  -0.0075  -0.0125  0.0098
Si  0.0055  0.0202  0.0056
Si  0.0059  0.003  -0.0059
Si  0.0266  -0.0027  -0.0137
Si  -0.0263  0.0049  0.0144
Si  -0.005  -0.0177  -0.0019
Si  0.0141  0.0051  0.0266
Si  0.0472  -0.033  -0.0557
Si  0.0187  0.0024  0.0324
Si  -0.0037  -0.0233  0.0297
Si  -0.0068  -0.0362  -0.0181
Si  -0.0036  -0.0061  0.0156
Si  0.007  -0.002  -0.0184
Si  0.0073  0.0177  -0.047
Si  -0.001  -0.0011  0.0115
Si  0.0189  -0.0176  -0.0042
Si  -0.063  0.0753  -0.1201
Si  0.0405  -0.0185  -0.0126
Si  -0.0218  0.0341  0.0618
Si  0.0145  0.0218  -0.0229
Si  0.0184  0.0011  0.0197
B  0.0887  -0.1284  -0.0413
Si  0.0096  -0.0324  -0.0492
O  0.0029  -0.0003  0.0015
O  -0.0017  0.0029  0.0015
O  0.0008  0.002  0.0031
O  -0.0014  0.0036  0.0029
O  -0.0221  0.0188  -0.0083
O  -0.0211  0.0314  0.0131
O  -0.0578  0.0541  0.1275
O  0.0135  -0.0097  -0.0169
O  0.0011  -0.0118  -0.0219
O  0.0184  -0.0085  -0.0145
O  -0.0082  0.006  0.0629
O  0.009  -0.0004  0.0087
O  0.0064  0.009  -0.0027
O  -0.0212  0.0251  0.0639
O  -0.0093  -0.0116  0.0078
O  0.0016  0.0007  -0.0015
O  0.0004  -0.0002  0.0024
O  0.0015  0.0014  0.0003
O  0.0002  0.0002  0.0045
O  0.0049  -0.0012  0.0004
O  0.0019  -0.001  -0.0016
O  -0.0015  0.0035  0.0046
O  0.0007  -0.0012  -0.001
Si  0.0024  -0.0008  0.0026
Si  -0.0015  0.0032  0.0009
Si  0.0059  -0.0013  0.0005
Si  0.0045  -0.0015  0.0018
Si  0.004  0.0002  0.0019
Si  0.0082  -0.0008  0.0042
Si  0.0046  -0.0006  -0.0059
Si  0.0033  -0.0019  -0.0003
Si  0.0067  0.0065  0.0006
Si  0.007  -0.0038  -0.005
Si  -0.0009  -0.0018  -0.0042
Si  0.0041  0.0004  -0.0005
Si  0.0253  -0.0008  -0.0036
Si  0.003  -0.0019  -0.0011
Si  0.0039  -0.0023  -0.0027
Si  -0.0165  0.0019  0.0235
Si  0.0066  -0.0015  -0.001
Si  0.0036  0.0008  0.0018
Si  0.0025  -0.0001  -0.0008
B  -0.0137  -0.0289  -0.0297
Si  0.003  -0.0008  0.0024
Si  0.0041  -0.0023  0.0007
Si  0.0028  0.0049  0.0002
Si  0.003  -0.0004  -0.0006
Si  -0.0069  0.0016  -0.0105
Si  0.0031  0.0031  -0.0061
Si  0.0039  -0.0009  0.0018
Si  0.0024  -0.0005  -0.0039
Si  0.0028  -0.0015  0.0012
Si  -0.0059  0.0226  -0.0042
Si  0.0033  -0.0032  -0.0043
Si  0.0033  -0.0017  0.0002
Si  -0.007  0.0143  -0.0027
Si  0.0042  0.0005  0.0053
Si  0.0032  -0.0031  -0.0024
Si  0.003  -0.0011  0.0013
Si  0.0039  0.0006  -0.0047
Si  0.0039  -0.0022  0.0021
O  0.0083  -0.0026  0.0002
O  0.003  -0.0001  -0.0001
O  0.0018  -0.0019  0.0002
O  0.0028  -0.0009  -0.0013
O  0.0042  0.0001  -0.0024
O  0.0045  -0.0009  -0.0011
O  0.0012  0.0014  0.0009
O  0.0021  -0.0015  -0.0007
O  0.0022  -0.0034  0.0006
O  0.0034  -0.0015  -0.0006
O  0.01  -0.0047  -0.0089
O  0.0021  -0.003  -0.0007
O  0.004  -0.0008  -0.002
O  0.0064  -0.0089  -0.0009
O  0.0025  -0.0012  0.0011
O  0.0023  -0.0006  -0.0002
O  0.0034  -0.0003  -0.0008
O  0.0035  0.0008  -0.0014
O  0.0056  -0.0065  -0.0039
O  0.0027  -0.0051  0.0022
O  0.0031  -0.0008  0.0003
O  0.0019  -0.0021  -0.0015
O  0.0032  -0.0001  -0.0001
O  0.0026  -0.0007  0.0003
O  0.002  -0.0001  -0.001
O  0.0038  -0.0013  -0.0009
O  0.0038  -0.0017  0
O  0.0006  -0.0035  -0.0042
O  0.0047  -0.0003  -0.0004
O  0.0045  -0.0008  -0.0007
O  0.0048  -0.0002  0.0025
O  0.0021  -0.006  0.0035
O  0.0023  -0.0013  0.0018
O  0.0048  -0.0018  0.0017
O  -0.0015  -0.0021  0.0011
O  0.0048  -0.0001  -0.0003
O  0.0049  -0.0011  0.002
O  0.0032  0  0.0014
O  0.0047  -0.0012  -0.001
O  0.003  -0.001  0.0018
O  0.0023  0.0006  0.0019
O  -0.004  -0.0047  -0.0045
O  0.0033  0.0002  0.0012
O  -0.0096  -0.0093  -0.0113
O  0.0047  0.0029  -0.0007
O  0.0026  -0.0011  -0.0003
O  0.0016  0.0048  0.0115
O  0.0024  -0.0012  0.0001
O  0.0013  -0.002  0.003
O  0.0041  -0.0009  -0.0011
O  0.0038  -0.003  -0.0018
O  0.0039  -0.0008  -0.0004
O  0.0075  -0.0071  0.0015
O  0.0036  -0.0006  -0.0017
O  0.0024  -0.0002  -0.0003
O  0.0114  -0.0003  0.019
O  0.0001  -0.0004  0.0006
O  0.0039  -0.0045  0.0041
O  0.0015  -0.0015  0.0018
O  0.0026  -0.0007  -0.0014
O  0.0033  -0.0015  -0.0016
O  0.0024  0.0005  0.0003
O  0.0042  -0.0005  0.0003
O  0.0042  0.0013  0.0039
O  0.0034  -0.0013  -0.0015
O  0.0163  0.003  -0.0031
O  0.0038  -0.0003  -0.0013
O  0.0038  0  0.0006

The program warned: the cutoff lies below the one the program advises for these potential files; the exchange-correlation potential is rough where the density is thin.
